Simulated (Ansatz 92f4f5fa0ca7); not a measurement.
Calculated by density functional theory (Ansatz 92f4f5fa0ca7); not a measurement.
Periodic cell of 219 atoms, Si133O78H8, from a study of silicon, its oxide and their interface. The atomic structure is a simulated model.
Doubt: the cutoff is low for norm-conserving oxygen, so forces and energies are approximate.
This geometry differs little from another in the collection (a relaxation step or a small displacement).

Settings: functional HSE06; potential files SPMS norm-conserving; basis plane waves; wave-function cutoff 800 eV; density cutoff ratio 4; exchange-correlation grid ratio 1; k mesh 1 x 1 x 1, Gamma-centred; occupations fixed; spin none; net charge 0.

Cell vectors (angstrom)
a 10.938 0 0
b 0 10.938 0
c 0 0 31.5446

Atoms: element, x, y, z (angstrom)
Si 0.506 10.4882 24.2453
Si 6.1365 10.5163 23.9672
Si 2.2518 3.2303 24.1981
Si 7.7405 3.2906 24.2052
Si 0.5335 4.9847 24.1816
Si 5.9747 4.9888 24.1956
Si 2.3355 8.7569 24.0732
Si 7.7328 8.6356 24.11
Si 1.3888 1.3952 25.4545
Si 6.8786 1.3847 25.3569
Si 4.1175 4.0996 25.3976
Si 9.6038 4.1377 25.4109
Si 1.4391 6.8698 25.3337
Si 6.8444 6.8456 25.4072
Si 4.1883 9.6533 25.2623
Si 9.5866 9.5321 25.3751
Si 2.8137 0.0253 26.7442
Si 8.2448 0.0196 26.7441
Si -0.0418 2.708 26.7853
Si 5.4386 2.6796 26.7534
Si 2.785 5.5129 26.7516
Si 8.2491 5.5154 26.7744
Si -0.0049 8.1474 26.7427
Si 5.4283 8.2038 26.7314
Si 4.1018 1.3673 28.1264
Si 9.5708 1.3673 28.1264
Si 1.3673 4.1018 28.1264
Si 6.8362 4.1018 28.1264
Si 4.1018 6.8362 28.1264
Si 9.5708 6.8362 28.1264
Si 1.3673 9.5708 28.1264
Si 6.8362 9.5708 28.1264
Si 0 0 29.4936
Si 5.469 0 29.4936
Si 2.7345 2.7345 29.4936
Si 8.2035 2.7345 29.4936
Si 0 5.469 29.4936
Si 5.469 5.469 29.4936
Si 2.7345 8.2035 29.4936
Si 8.2035 8.2035 29.4936
Si 1.3673 1.3673 30.8609
Si 6.8362 1.3673 30.8609
Si 4.1018 4.1018 30.8609
Si 9.5708 4.1018 30.8609
Si 1.3673 6.8362 30.8609
Si 6.8362 6.8362 30.8609
Si 4.1018 9.5708 30.8609
Si 9.5708 9.5708 30.8609
Si 2.7345 0 0.6835
Si 8.2035 0 0.6835
Si 0 2.7345 0.6835
Si 5.469 2.7345 0.6835
Si 2.7345 5.469 0.6835
Si 8.2035 5.469 0.6835
Si 0 8.2035 0.6835
Si 5.469 8.2035 0.6835
Si 4.1018 1.3673 2.0507
Si 9.5708 1.3673 2.0507
Si 1.3673 4.1018 2.0507
Si 6.8362 4.1018 2.0507
Si 4.1018 6.8362 2.0507
Si 9.5708 6.8362 2.0507
Si 1.3673 9.5708 2.0507
Si 6.8362 9.5708 2.0507
Si 0 0 3.418
Si 5.469 0 3.418
Si 2.7345 2.7345 3.418
Si 8.2035 2.7345 3.418
Si 0 5.469 3.418
Si 5.469 5.469 3.418
Si 2.7345 8.2035 3.418
Si 8.2035 8.2035 3.418
Si 1.3882 1.409 4.7373
Si 6.8473 1.4133 4.8028
Si 4.0357 4.0783 4.7909
Si 9.5129 4.0792 4.763
Si 1.373 6.8746 4.8248
Si 6.8625 6.9022 4.8049
Si 4.0938 9.5033 4.7815
Si 9.5067 9.5289 4.814
Si 2.6884 -0.037 6.0517
Si 8.1609 0.0018 6.196
Si -0.0253 2.7236 6.0951
Si 5.3985 2.7289 6.1752
Si 2.6926 5.4465 6.2084
Si 8.1707 5.4614 6.1502
Si -0.072 8.1727 6.2304
Si 5.4953 8.2329 6.2567
Si 4.4404 0.8652 7.3433
Si 10.06 0.877 7.3397
Si 0.7936 4.5251 7.4057
Si 6.3078 4.585 7.3564
Si 4.5824 6.3287 7.3798
Si 9.9637 6.2932 7.4926
Si 0.8509 10.0712 7.3377
Si 6.3096 10.1661 7.5427
H 9.7703 1.2424 8.7619
H 1.2336 9.7997 8.7581
H 4.2661 6.6378 8.8067
H 6.672 4.2633 8.7703
O 9.4731 6.5024 9.0636
O 0.9774 3.9082 8.9232
O 3.6975 1.0893 8.7959
O 6.6891 10.1116 9.1667
H 0.1743 5.2862 22.7632
H 2.5822 2.8626 22.7894
H 5.6446 5.3262 22.7762
H 8.0831 3.0023 22.7846
O 11.007 0.0918 22.765
O 2.8334 8.4497 22.5174
O 6.1387 10.9216 22.3234
O 7.9308 8.1421 22.5409
Si 3.9913 10.583 19.039
Si 8.3185 7.7958 21.0289
Si 6.5862 4.8318 17.9561
Si 3.9719 9.3203 14.5967
Si 10.9192 9.2221 19.903
Si 3.574 1.4544 10.3475
Si 2.6755 1.3642 16.963
Si 9.2675 5.5749 19.4695
Si 4.9254 7.7701 12.0945
Si 8.9856 6.9937 10.5228
Si 7.7083 1.4365 15.611
Si 7.1283 0.5202 21.1311
Si 2.6176 7.4189 16.4497
Si 10.2372 0.6408 21.4834
Si 10.6537 7.6822 17.4578
Si 3.9508 6.4415 18.9287
Si 2.4721 6.2392 12.0397
Si 5.8398 2.5928 11.9882
Si 0.1877 8.2125 12.5117
Si 6.9491 5.3216 12.1966
Si 1.4592 3.779 10.4461
Si 6.772 9.7404 16.1222
Si 2.9615 4.9713 14.6373
Si 8.9241 8.1856 14.8573
Si -0.0967 4.0965 15.005
Si 2.104 10.7879 12.5357
Si 5.5114 2.4193 19.5684
Si 7.9258 5.3742 15.0291
Si 6.6334 9.2215 19.0055
Si 10.957 2.9674 19.8909
Si 4.8431 2.4794 14.9778
Si 2.9328 3.5782 19.2271
Si 2.7965 8.5109 20.9052
Si 10.6419 2.0981 16.9783
Si 6.9658 9.4653 10.6269
Si 0.0229 2.0795 12.616
Si 8.2017 0.8326 12.5096
O 8.8197 6.2712 20.8634
O 4.847 1.0007 19.1863
O 9.9972 6.5922 18.4449
O 6.0522 6.6461 12.24
O 0.3286 3.0948 11.3885
O 5.265 9.7361 15.504
O 7.1147 8.8923 17.4788
O 10.4798 2.2132 21.23
O 6.0867 3.3031 18.312
O 5.0566 9.4118 18.7375
O 7.9994 0.8822 14.1185
O 7.1051 0.3063 16.585
O 2.9193 2.7154 17.8476
O 3.571 7.2291 11.3633
O 0.061 3.6039 16.5319
O 2.7623 2.8384 10.5342
O 8.6409 0.477 21.6967
O 1.3124 1.1839 13.0133
O 7.9422 4.9915 18.7914
O 1.3214 7.0865 12.823
O 10.524 2.9357 13.9191
O 9.1704 1.8111 16.2809
O 6.4043 2.459 15.527
O 4.5164 8.1854 13.5963
O 7.2887 4.7174 13.6849
O 3.7395 7.2912 20.322
O 1.2356 8.3629 20.4659
O 2.9576 10.9479 17.8393
O 5.0314 2.2611 13.3717
O 4.2503 3.2742 20.1451
O 7.8422 9.3724 14.965
O 7.3662 2.0861 11.9656
O 10.5043 2.1054 18.5855
O 10.0377 8.4117 13.7056
O 1.0776 7.1297 16.8015
O 1.7943 5.2835 10.9414
O 9.6747 8.0359 16.2542
O 10.2857 7.6578 11.2448
O 5.0715 1.7427 10.8639
O 1.0727 1.2622 16.5464
O 2.8186 8.772 15.5965
O 3.8047 1.4453 15.7554
O 5.439 5.8781 18.5042
O 10.9197 10.7999 20.229
O 7.695 10.4405 11.7206
O 8.301 5.7467 11.3596
O 10.3004 4.4205 19.8443
O 6.6616 2.0243 20.6521
O 3.2329 6.2131 15.5996
O 7.1677 10.5432 19.7824
O 2.9436 5.1659 18.9312
O 6 4.1565 11.5716
O 3.2416 9.9981 20.3609
O 1.0188 9.5937 12.2734
O 2.859 0.2328 11.1483
O 3.2168 10.4267 13.6684
O 7.0756 8.0074 19.9868
O 10.8997 9.0447 18.2981
O 4.0297 3.8739 15.1456
O 7.93 6.9361 14.6581
O 3.4544 7.4921 17.8126
O 7.047 5.066 16.3836
O 7.8844 8.1625 10.3754
O 1.6135 3.1495 20.0277
O 9.5599 8.7142 20.5898
O 9.7681 1.0672 12.1978
O 1.3617 4.6763 14.6322
O 3.2886 5.322 13.0974
O 5.5363 9.0084 11.2559
O 9.5163 5.0238 15.0881

Results
free energy: -50138.143 eV
free energy less fixed offsets of H -15.86, O -447.96, Si -113.29 eV per atom: -2.813 eV
gap between the highest filled and lowest empty level on this k mesh: 1.512 eV

The program warned: the cutoff lies below the one the program advises for these potential files; the forces do not sum to zero within the program's tolerance; the exchange-correlation potential is rough where the density is thin.
